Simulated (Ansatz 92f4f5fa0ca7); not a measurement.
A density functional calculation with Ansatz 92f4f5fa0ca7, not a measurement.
Periodic cell of 239 atoms, Si134O105, from a study of silicon, its oxide and their interface. The atomic structure is a simulated model.

Settings: functional PBE; potential files Ansatz PAW; basis plane waves; wave-function cutoff 700 eV; density cutoff ratio 5; exchange-correlation grid ratio 2; k mesh 2 x 2 x 1, shifted by 0.5 0.5 0.5 of a step; self-consistency stop 5e-08 eV per atom in the density residual; occupations Fermi-Dirac, 0.05 eV; spin none; net charge 0.

Cell vectors (angstrom)
a, 11.5983, 0, 0
b, 0, 15.4644, 0
c, -0.7687, -5.1771, 24.153

Atoms and the computed forces on them: element, x, y, z (angstrom), force x, y, z (eV/angstrom)
Si, -0.2178, -1.3063, 2.6459, 0.7537, -0.1069, -0.5365
Si, 1.1729, 1.7065, 1.4208, 0.0612, -0.1987, -0.0146
Si, -0.2472, 5.8839, 0.1613, -0.006, 0.3038, -0.1518
Si, 3.2292, 13.1401, -0.7772, -0.1427, 0.2957, 0.0045
Si, 5.4895, 0.4434, 2.2718, -0.4066, 0.2243, 0.445
Si, 3.1593, 2.2053, 2.6278, 0.155, -0.2126, -0.356
Si, 7.0505, 10.5252, -1.7907, 0.2865, 0.483, -0.3519
Si, 4.0443, 8.7838, -0.802, -0.3267, -0.3238, -0.2666
Si, 10.4899, -1.4281, 0.4838, 0.0532, 0.2278, 1.0606
Si, 9.7794, 3.2555, 0.3111, 0.1785, -0.453, 0.1491
Si, 7.2631, 5.053, -0.2703, -0.3724, 0.0467, 0.0922
Si, 11.7293, 11.7324, 0.3431, 0.0598, -0.567, -0.1479
Si, 3.6498, -1.008, 2.821, 0.0142, 0.1777, -0.1433
Si, 3.7053, 5.8435, 2.6525, -0.2856, 0.1635, -0.1691
Si, 2.0953, 9.3274, 2.2585, -0.0288, 0.2484, -0.6935
Si, 2.8599, 11.5039, 1.652, 0.2156, -0.3001, 0.0306
Si, 7.3066, -1.4041, 0.8753, -0.0378, 0.0607, 0.2212
Si, 6.037, 5.1667, 2.5825, -0.0742, -0.0529, 0.1089
Si, 7.9505, 7.7318, 1.2865, 0.066, 0.0571, -0.1743
Si, 6.5704, 9.6394, 0.9538, 0.6436, 0.161, 0.091
Si, 1.8073, -0.6482, 1.4119, 0.2475, 0.3017, 0.8096
Si, 10.8713, 2.3943, 2.7786, 0.0954, -0.342, -0.0127
Si, 10.3758, 7.7559, 1.5125, 0.084, 0.1154, 0.3745
Si, 11.375, 10.0209, 2.0148, -0.217, 0.2005, 0.1543
Si, 3.0621, 0.5978, 4.3477, -0.1614, -0.1652, -0.2177
Si, 3.0049, 4.0549, 4.0269, 0.307, 0.3478, 0.1087
Si, 3.1447, 7.8385, 3.7717, 0.1304, 0.1052, 0.4249
Si, 3.3555, 12.3399, 3.7511, -0.2546, 0.2497, 0.2005
Si, 6.6047, 1.1239, 4.2384, 0.0901, 0.0026, -0.0294
Si, 6.6928, 3.5653, 4.2504, 0.1076, -0.2951, 0.2016
Si, 7.0303, 7.2262, 3.4531, -0.0301, -0.326, 0.3048
Si, 6.9594, 11.8733, 3.2242, -0.023, 0.2351, 0.3957
Si, 10.6859, 0.4412, 4.0778, 0.0254, 0.1173, 0.2308
Si, 10.7346, 4.3294, 4.1353, -0.0137, 0.3405, 0.1597
Si, 10.7774, 6.855, 3.7026, 0.1456, -0.1478, 0.1911
Si, 11.0508, 11.9816, 3.5758, -0.1639, -0.1251, 0.3084
Si, 1.0703, 0.2714, 5.4343, -0.1262, 0.1014, -0.034
Si, 1.0801, 4.0868, 5.4467, 0.0172, -0.1434, -0.001
Si, 1.1125, 7.7546, 4.9448, -0.153, -0.0932, 0.0257
Si, 1.3518, 12.0066, 5.044, 0.0028, -0.1059, -0.0071
Si, 4.9169, 0.5018, 5.7703, 0.1081, -0.0648, 0.1003
Si, 4.8165, 3.996, 5.6353, -0.1208, -0.0089, -0.0713
Si, 5.1735, 7.9321, 4.9237, 0.0544, -0.0024, 0.1479
Si, 5.2737, 11.9855, 4.9625, 0.0205, -0.0771, 0.1778
Si, 8.6204, 0.3129, 5.271, -0.0548, -0.116, -0.1297
Si, 8.7539, 3.9604, 5.4541, -0.0675, 0.1176, -0.2398
Si, 8.896, 7.6189, 4.9396, 0.0185, 0.1739, -0.0068
Si, 8.944, 11.8866, 4.7188, 0.0108, 0.0432, -0.208
Si, 1.2874, -1.6936, 6.731, 0.2394, -0.0663, -0.145
Si, 1.0377, 2.1277, 6.8276, 0.247, 0.0318, -0.2875
Si, 1.2115, 6.1276, 6.6256, -0.1703, -0.024, -0.1544
Si, 1.2237, 9.8766, 6.1179, 0.0566, 0.1067, 0.163
Si, 5.1757, -1.7125, 6.6496, -0.017, 0.128, -0.2013
Si, 4.7184, 2.2583, 7.3136, 0.0006, 0.0932, 0.0686
Si, 5.0028, 6.1259, 6.6288, 0.1099, 0.0528, -0.1221
Si, 5.1565, 9.9303, 6.1683, 0.1305, -0.0839, 0.1781
Si, 8.8747, -1.7591, 6.4325, -0.3876, -0.0605, -0.0272
Si, 8.6294, 2.0538, 6.8747, -0.0823, 0.0433, 0.0979
Si, 8.8153, 5.99, 6.6189, 0.1857, -0.0135, 0.0265
Si, 8.9637, 9.8814, 6.0078, -0.0713, -0.114, -0.0056
Si, 3.3331, -1.8104, 8.1344, -0.0557, 0.0793, 0.0149
Si, 2.6467, 2.2645, 8.5556, 0.2326, -0.1911, -0.1765
Si, 3.0792, 6.1957, 8.0474, -0.0323, 0.0325, 0.0251
Si, 3.1724, 9.7477, 7.5193, -0.0093, -0.1088, -0.1685
Si, 7.0684, -1.6661, 8.067, 0.1237, 0.0765, 0.062
Si, 6.7766, 2.2693, 8.4928, 0.0665, 0.174, -0.1349
Si, 6.9579, 6.1504, 7.9903, -0.1446, -0.0179, -0.1254
Si, 7.0968, 9.9782, 7.4745, 0.0569, -0.0113, 0.0131
Si, 10.8264, -1.5743, 7.8554, -0.0465, 0.7646, 0.1204
Si, 10.6681, 1.6087, 7.9345, -0.1458, 0.083, 0.2556
Si, 10.8218, 6.1102, 7.8742, -0.0876, -0.3797, 0.232
Si, 10.8687, 10.1565, 7.4479, 0.1081, 0.1395, -0.2774
Si, 2.1264, 1.3847, 10.8049, 0.2539, -0.018, -0.4225
Si, 2.2911, 3.3338, 12.1453, 0.4373, 0.4761, 0.3768
Si, 3.1274, 8.1407, 9.3223, 0.053, 0.0555, -0.2486
Si, 3.2397, 11.4943, 9.0412, 0.0467, -0.0609, 0.1787
Si, 4.3187, -0.7416, 10.1885, -0.0375, -0.137, -0.1023
Si, 7.0739, 4.443, 9.6097, -0.1309, -0.0248, 0.0449
Si, 7.0667, 8.2368, 9.047, 0.2676, 0.0478, 0.1028
Si, 5.1875, 11.0972, 10.4422, 0.0681, 0.1359, -0.0738
Si, 11.0134, 3.5277, 12.2193, -0.3134, -0.2656, 0.0377
Si, 9.0214, 5.3726, 11.7983, -0.004, 0.1192, -0.2104
Si, 10.8547, 8.2802, 8.8071, -0.0307, 0.1099, -0.2356
Si, 10.9384, 11.9341, 9.2293, 0.0727, -0.5093, 0.0829
Si, -0.6822, 1.198, 12.03, -0.3769, 0.6398, 0.1764
Si, -0.1029, 4.2313, 9.3008, -0.5414, 0.4055, -0.554
Si, 1.0219, 8.653, 10.2939, -0.4293, -0.0448, 0.1407
Si, 1.3393, 11.0953, 10.4307, -0.055, 0.1396, 0.0033
Si, 6.6161, 0.1963, 9.6664, -0.0941, -0.2927, -0.1091
Si, 2.2652, 4.4214, 9.344, 0.3408, -0.4025, 0.0344
Si, 5.1916, 8.6084, 10.429, 0.1855, -0.385, 0.2932
Si, 7.0931, 11.6877, 9.1086, -0.1774, -0.1455, -0.0762
Si, 7.8481, 0.421, 11.7359, -0.3876, -0.0065, -0.3879
Si, 6.0438, 5.9708, 11.9695, -0.1762, 0.0775, -0.2016
Si, 9.08, 8.7482, 10.2687, -0.1007, 0.1189, 0.0958
Si, 9.0001, 11.1353, 10.3637, -0.1229, 0.0151, 0.0149
Si, 9.352, -2.9121, 18.6329, 0.0565, 0.1083, 0.0033
Si, -1.0352, 1.2369, 21.3114, 0.1599, 0.1415, -0.2508
Si, 7.1068, -2.248, 15.218, -0.0581, 0.2605, 0.4277
Si, 6.5061, 1.623, 14.097, 0.2009, -0.0139, 0.1568
Si, 1.6696, 0.3989, 17.3091, -0.0007, 0.0005, -0.022
Si, 0.3385, -2.7115, 14.2914, 0.1715, -0.0014, 0.1871
Si, 4.5812, 12.965, 11.8681, -0.2307, -0.2458, -0.3234
Si, 9.176, -3.8987, 13.4235, 0.0042, -0.1011, -0.1757
Si, 11.3776, 0.1938, 15.0755, 0.037, 0.0344, 0.518
Si, 8.0448, 5.0213, 20.0574, -0.0015, 0.1173, -0.0985
Si, 10.8607, 8.4052, 17.2727, 0.0996, -0.0793, 0.1771
Si, 8.4728, 0.4349, 16.26, -0.0402, 0.0933, 0.0452
Si, 6.8392, 11.2233, 17.3499, -0.0389, -0.1111, 0.0495
Si, 4.6099, 4.1613, 14.0906, -0.0114, 0.0715, 0.0092
Si, 2.44, -3.4966, 12.443, -0.0919, -0.0449, -0.2506
Si, 4.4132, 6.0998, 16.5214, -0.0273, 0.1341, -0.0641
Si, 5.9832, 14.2206, 13.4283, 0.3965, 0.4586, 0.2027
Si, 0.6657, -2.383, 18.3565, 0.108, 0.0818, -0.0999
Si, 4.8329, 3.7306, 21.6368, 0.0092, -0.1411, -0.304
Si, 10.346, 8.871, 14.355, 0.0423, 0.0335, 0.2388
Si, 8.4548, 0.0331, 19.3082, 0.0518, 0.0078, -0.2208
Si, 12.7501, 2.041, 19.6944, -0.0937, -0.0528, -0.1217
Si, 1.0805, 10.2828, 18.6691, 0.0708, -0.0692, -0.0047
Si, 10.8124, 4.0597, 20.5922, 0.0036, -0.1441, -0.0561
Si, 5.8293, 0.7286, 21.0186, -0.07, -0.0474, -0.2261
Si, 1.5736, 10.1751, 14.6898, 0.1092, 0.0148, 0.1723
Si, 2.1101, 8.1964, 17.0235, 0.0535, -0.074, 0.1034
Si, 11.3645, -3.597, 20.6652, 0.1161, -0.1, -0.0111
Si, 8.3824, 7.7493, 18.6999, 0.0911, -0.0797, -0.0823
Si, 6.2129, 9.4977, 19.4614, -0.0751, -0.1154, 0.0048
Si, 12.3694, 5.6944, 22.7593, -0.246, 0.1789, -0.0892
Si, 5.3652, 4.1148, 18.8316, 0.0403, 0.0352, -0.1821
Si, 3.9551, 1.4565, 18.8675, -0.0923, -0.0169, -0.1783
Si, 1.8459, 1.539, 24.8621, 0.4263, -0.3151, 0.1392
Si, 6.27, 8.2885, 16.9655, -0.1168, -0.2149, -0.0906
Si, 5.2823, 8.2961, 22.1742, -0.0088, -0.0702, -0.1131
Si, 10.5081, -3.6292, 23.6855, 0.414, 0.0087, 0.009
Si, -1.329, 7.4022, 11.8272, -0.17, -0.3781, -0.47
O, 7.8073, 6.5726, 0.0556, 0.0509, -0.0302, 0.1187
O, 10.7267, 4.52, 0.8251, -0.0394, 0.1707, -0.13
O, 3.8137, 12.1372, 0.4182, -0.0487, -0.0638, 0.1272
O, 1.4024, 12.2882, 1.3516, -0.0143, 0.0343, -0.087
O, 6.6056, 0.0569, 1.1334, 0.2804, -0.1532, -0.2299
O, 7.2641, 10.6405, -0.1691, -0.1197, 0.1647, 0.0967
O, 3.7152, 8.5524, 22.5283, -0.0174, -0.022, 0.0717
O, 8.9207, -1.4766, 0.9532, -0.3823, -0.0341, -0.524
O, 9.5305, 2.4149, 1.7221, -0.0217, 0.1898, 0.1515
O, 1.0971, 2.9497, 25.2661, -0.0925, -0.2668, -0.1231
O, 6.7895, -2.3703, 2.109, 0.0791, -0.1437, -0.1153
O, 8.4141, 3.8789, -0.318, -0.1542, 0.1648, -0.128
O, 6.6302, 10.4618, 2.3976, -0.03, -0.1937, -0.2066
O, 10.714, 0.0258, 8.5072, 0.0076, -0.4008, -0.3675
O, 11.1873, 4.4833, 10.883, 0.1521, 0.2707, 0.37
O, 10.7422, 2.7319, 9.1678, 0.2473, 0.127, 0.0311
O, 9.4738, 0.5468, 11.5392, 0.3864, -0.2111, 0.1413
O, 3.271, 0.2318, 11.0674, 0.0368, 0.0325, 0.0686
O, 2.6662, 4.4647, 10.9866, -0.1399, 0.0584, 0.2094
O, 8.525, 4.5562, 10.4108, 0.0713, 0.1544, 0.1738
O, 5.8936, 4.9183, 10.6969, 0.0151, 0.028, -0.0973
O, 0.5968, 0.8016, 11.0635, -0.1025, -0.4754, -0.0818
O, 9.6967, 4.2723, 12.8694, -0.1559, 0.1075, 0.0937
O, 7.6133, 5.9986, 12.4043, 0.1795, 0.0218, 0.1558
O, 2.3011, -1.1097, -0.1487, -0.114, -0.0572, -0.1249
O, 9.9861, 7.7198, 18.4621, -0.0161, 0.0603, -0.0424
O, -1.4128, 0.5461, 22.7182, -0.1074, -0.104, 0.1808
O, 12.1727, 1.1829, 20.9674, -0.0357, 0.0522, 0.0253
O, 0.6281, 0.5618, 24.3791, -0.3762, 0.062, -0.0817
O, 2.3416, 12.247, -1.8291, 0.1016, -0.0437, -0.0017
O, 6.9398, -1.7415, -0.6541, 0.0199, -0.0702, -0.0362
O, 4.5937, 1.7939, 1.7836, -0.2394, 0.0114, 0.3198
O, 4.7004, 0.3816, 19.8625, 0.0617, 0.0589, 0.0745
O, 6.961, 4.1343, 19.2156, -0.008, -0.0129, 0.0375
O, 3.6294, 7.1985, -0.5148, -0.1264, 0.1547, 0.1359
O, 5.0255, 9.2508, 0.4872, -0.2427, 0.132, 0.0808
O, 5.6403, 9.3484, 20.9657, -0.0236, -0.0636, 0.1481
O, 0.6381, 10.5195, 20.2374, -0.0704, 0.0949, 0.0277
O, 2.6979, 9.7223, -1.0502, 0.1307, -0.0766, -0.0006
O, 6.2483, 4.7189, 0.9755, 0.1646, 0.0403, 0.0278
O, 5.4691, 8.4453, 18.4154, 0.1392, 0.1988, 0.0591
O, 6.4196, 11.9371, -2.4026, -0.0241, -0.1365, 0.0675
O, -0.3189, 0.7308, 13.5635, -0.0144, -0.2067, -0.3818
O, 8.0238, -1.1044, 15.9765, -0.1179, -0.2025, -0.1954
O, 0.8777, 3.6508, 12.9643, 0.1994, 0.1241, -0.0227
O, 0.3122, 7.6772, 11.5116, -0.0323, 0.1824, 0.1038
O, 7.3987, -0.9509, 12.5425, -0.0228, 0.0014, 0.1448
O, 5.4761, 7.4903, 11.6725, -0.0663, 0.0405, -0.1334
O, 8.4043, 11.6046, 17.7001, -0.0329, -0.0761, -0.0297
O, -0.9513, -3.2168, 13.4574, -0.0835, 0.0797, -0.0475
O, 7.3186, 1.7125, 12.6512, 0.0605, -0.1273, 0.0564
O, 5.5157, 0.3025, 13.9559, -0.1276, -0.4347, -0.1648
O, 5.7273, 3.0126, 14.4177, -0.0034, -0.0195, -0.0138
O, 0.9324, -3.886, 15.279, -0.1048, -0.0194, -0.0823
O, 8.1277, -3.2805, 14.484, 0.0961, -0.0579, -0.0584
O, 8.6439, 11.7068, 11.8945, 0.0594, -0.0278, 0.1007
O, 11.2942, -3.4285, 22.2648, -0.09, -0.0808, -0.1919
O, 12.7533, 0.7424, 15.8004, -0.1023, -0.0552, -0.1387
O, 12.0351, 3.5081, 19.6585, -0.0113, 0.0311, 0.1026
O, 12.3529, 1.3026, 18.3018, 0.0348, 0.0256, 0.0737
O, 7.5562, 1.429, 15.3475, -0.069, -0.0057, -0.1508
O, 7.6769, 7.5141, 17.2442, 0.0169, 0.1066, 0.0313
O, 3.2549, 0.7337, 17.5679, 0.0882, 0.0772, 0.0945
O, -0.0987, -1.4249, 15.1481, -0.0628, 0.0155, -0.1339
O, 1.5577, -3.7338, 18.075, -0.0655, 0.0023, 0.0499
O, 1.5211, -2.3511, 13.2124, -0.1136, 0.08, 0.0814
O, 2.3763, 9.2574, 15.7836, -0.0472, 0.0518, -0.0613
O, 10.0514, 7.5599, 13.4541, 0.2545, 0.017, 0.1255
O, 9.999, 8.559, 15.9145, 0.0057, 0.0872, -0.1819
O, 1.4624, -1.1705, 17.6672, -0.0354, -0.0275, 0.0513
O, 5.1877, 5.3649, 13.1876, -0.0101, 0.0533, -0.0112
O, 6.5295, 5.0324, -1.7487, 0.0546, 0.0565, 0.2477
O, 3.4174, 3.3732, 13.3278, -0.1734, -0.0331, -0.1517
O, 5.0856, 5.298, 17.7635, 0.0101, -0.0741, 0.1139
O, 4.0719, 4.9496, 15.4222, 0.0035, -0.0899, -0.0806
O, -0.8855, -2.4911, 17.7982, -0.0544, -0.0067, 0.0306
O, 8.5085, -1.5807, 19.0804, 0.014, -0.0467, 0.0319
O, 3.083, 6.9074, 17.0043, -0.0092, -0.0038, 0.0066
O, 8.2738, 0.7619, 17.8513, 0.0208, -0.0556, 0.0697
O, 6.6217, 9.8209, 16.4813, 0.0916, 0.1514, 0.0063
O, -0.256, 9.8697, 17.8073, -0.0177, 0.0204, -0.0227
O, 10.053, 0.6526, 15.9117, 0.0782, -0.0591, -0.1506
O, 0.3138, 9.2962, 14.1535, -0.0959, -0.074, -0.1191
O, -1.7825, 0.536, 20.0503, 0.033, 0.0244, 0.1044
O, 2.2012, 9.106, 18.4142, -0.0941, 0.0476, -0.051
O, 5.4118, 7.3058, 15.9813, 0.0243, 0.0221, 0.0395
O, 0.6096, 7.5376, 16.9583, -0.029, 0.0486, -0.021
O, 9.9358, -5.2049, 23.7585, -0.0278, -0.073, -0.2866
O, 0.5218, -2.2801, 20.0034, -0.0611, -0.1071, -0.0041
O, 7.7468, 4.9975, 21.6704, -0.052, -0.0238, 0.0839
O, 7.915, 6.581, 19.6857, -0.0149, -0.0522, 0.1086
O, 9.3286, -5.456, 13.8247, -0.014, -0.0639, -0.0003
O, 2.7705, 2.1503, 19.7777, -0.016, 0.0196, 0.0399
O, 5.6377, 2.2994, 21.4128, -0.0465, 0.1706, 0.1096
O, 7.2586, 0.4546, 20.3073, -0.121, 0.0317, 0.1714
O, 4.9745, 2.6088, 18.2953, -0.0173, 0.01, 0.0626
O, 2.5842, -4.8233, 13.4766, 0.0172, 0.0199, -0.1054
O, 9.8575, -3.6818, 20.0003, -0.0389, -0.0079, 0.0325
O, 4.4409, 4.3833, 20.1563, 0.0096, -0.1022, 0.2243
O, 11.4034, 5.2461, 21.5202, 0.0716, -0.0161, 0.03
O, 10.2021, 2.8267, 21.4852, 0.031, -0.0191, 0.0722
O, 6.064, 11.0065, 18.8049, 0.056, -0.0185, -0.0907
O, 6.2532, -3.0489, 16.3927, 0.1295, 0.0153, -0.0338
O, 7.8289, 9.1317, 19.3987, -0.0297, 0.0114, -0.0316
O, 9.5608, 4.5664, 19.694, 0.0145, -0.0093, -0.0277

Results
free energy: -144903.395 eV
free energy less fixed offsets of O -569.03, Si -635.61 eV per atom: 16.495 eV
pressure: -0.66 GPa
stress xx, yy, zz, yz, xz, xy (GPa, positive in tension): 0.73, 1.13, 0.12, 0.09, 0.22, -0.29

The program warned: the cutoff lies below the one the program advises for these potential files.
